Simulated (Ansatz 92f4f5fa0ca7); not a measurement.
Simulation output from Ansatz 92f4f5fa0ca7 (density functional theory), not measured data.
Periodic cell of 264 atoms, Si152O112, from a study of silicon, its oxide and their interface. The atomic structure is a simulated model.
This geometry differs little from another in the collection (a relaxation step or a small displacement).

Settings: functional r2SCAN; potential files Ansatz PAW; basis plane waves; wave-function cutoff 800 eV; density cutoff ratio 5; exchange-correlation grid ratio 1; k mesh 1 x 1 x 1, shifted by 0.5 0.5 0 of a step; self-consistency stop 1e-10 eV per atom in the density residual; occupations fixed; spin none; net charge 0.

Cell vectors (angstrom)
a, 10.887, 0, 0
b, 0, 10.887, 0
c, 0, 0, 37.8768

Atoms and the computed forces on them: element, x, y, z (angstrom), force x, y, z (eV/angstrom)
Si, -0.3239, 0.2649, 0.0345, -0.0846, -0.0476, 0.1463
Si, 2.572, 2.3182, 0.193, 0.0535, 0.0027, 0.1294
Si, -0.3939, 5.7233, -0.1366, -0.0341, 0.0006, 0.1759
Si, 2.97, 7.8358, 0.3141, -0.0291, -0.0466, 0.1534
Si, 5.0011, 0.1581, 0.1512, -0.0243, 0.043, 0.1161
Si, 8.2424, 2.396, 0.0304, 0.0256, 0.0045, 0.1632
Si, 5.0514, 5.4444, 0.1514, -0.0395, -0.0039, 0.1653
Si, 8.0218, 7.7432, -0.2272, 0.0477, 0.0059, 0.1791
Si, 1.1204, 1.2473, 1.6082, -0.0302, -0.0252, 0.0802
Si, 3.8041, 3.9603, 1.3894, -0.0265, 0.014, 0.0005
Si, 1.1829, 6.7527, 1.3366, 0.0013, 0.0272, 0.0026
Si, 4.0545, 9.4436, 1.5597, -0.0064, -0.0452, 0.0243
Si, 6.6839, 1.2743, 1.3691, 0.0456, 0.0146, -0.001
Si, 9.4503, 4.052, 1.2281, -0.014, -0.0034, -0.004
Si, 6.6857, 6.6444, 1.362, 0.0124, -0.0044, 0.0393
Si, 9.3038, 9.4218, 1.0663, 0.0395, 0.0306, -0.0172
Si, -0.1345, 2.7811, 2.781, 0.0131, -0.0439, 0.0468
Si, 2.6149, -0.0823, 2.8409, -0.0031, 0.0001, 0.0384
Si, -0.1596, 8.1906, 2.6023, 0.0264, 0.0009, 0.0387
Si, 2.5388, 5.395, 2.7423, 0.0281, -0.0201, 0.0383
Si, 5.3253, 2.6809, 2.7002, -0.0194, 0.0047, 0.048
Si, 8.0838, -0.1125, 2.6406, -0.0007, 0.0475, 0.0427
Si, 5.4661, 8.083, 2.7997, -0.0433, -0.0013, 0.0515
Si, 8.1182, 5.3619, 2.6894, -0.0356, -0.0142, 0.0309
Si, 1.271, 4.0638, 4.1622, -0.0065, 0.0094, -0.0031
Si, 4.0244, 1.3228, 4.1097, -0.0087, -0.0131, -0.0238
Si, 1.2244, 9.4467, 4.0968, 0.0133, 0.0233, -0.0059
Si, 3.9994, 6.7443, 4.0673, 0.003, 0.0249, -0.0193
Si, 6.7275, 4.0322, 4.0539, -0.0099, 0.0148, -0.0188
Si, 9.4089, 1.3193, 4.0385, 0.0087, 0.0004, -0.0228
Si, 6.8068, 9.475, 4.1234, 0.0072, -0.0267, -0.0038
Si, 9.4667, 6.7861, 4.0262, 0.0168, -0.0252, -0.0206
Si, -0.0633, 0.0024, 5.4258, 0.0408, 0.0213, 0.0222
Si, 2.6961, 2.7108, 5.4691, -0.0027, 0.0126, 0.0048
Si, -0.0548, 5.4755, 5.4581, 0.0034, -0.0047, 0.0026
Si, 2.6568, 8.1252, 5.4316, 0.0026, 0.0087, 0.0244
Si, 5.4281, -0.0188, 5.4455, -0.0162, -0.0186, 0.0109
Si, 8.0865, 2.6821, 5.4296, 0.0116, 0.0173, 0.0073
Si, 5.404, 5.417, 5.4271, 0.0216, 0.0051, 0.0056
Si, 8.1744, 8.1349, 5.4649, 0.0019, 0.0113, -0.0007
Si, 1.3386, 1.3411, 6.7967, 0.0003, -0.0012, 0.0072
Si, 4.083, 4.0697, 6.8221, -0.0163, -0.0205, 0.0083
Si, 1.3423, 6.794, 6.836, -0.0084, -0.0105, 0.0053
Si, 4.0525, 9.5061, 6.7726, -0.0042, -0.012, 0.0135
Si, 6.7774, 1.3444, 6.8313, -0.0082, -0.0093, 0.003
Si, 9.4829, 4.0715, 6.7694, 0.0084, 0.0035, 0.0125
Si, 6.7912, 6.7789, 6.7892, -0.0079, -0.0026, 0.0097
Si, 9.527, 9.52, 6.8245, -0.0117, -0.0262, 0.0137
Si, 0.0072, 2.7491, 8.1283, -0.0019, 0.0128, -0.0046
Si, 2.7425, 0.0095, 8.1548, 0.0094, 0.0079, 0.0111
Si, 0.0313, 8.1927, 8.1983, 0.0291, 0.0106, 0.004
Si, 2.7495, 5.4581, 8.1735, 0.0042, 0.0205, 0.0015
Si, 5.464, 2.7374, 8.1982, -0.0055, 0.0025, 0.0032
Si, 8.1844, 0.0138, 8.176, 0.0045, 0.0148, 0.0012
Si, 5.4584, 8.1793, 8.1274, -0.0066, -0.0037, -0.0046
Si, 8.1766, 5.4453, 8.1615, 0.0057, -0.0058, -0.0057
Si, 1.393, 4.0881, 9.5015, 0.0198, -0.0008, -0.0046
Si, 4.1182, 1.3615, 9.5391, 0.0117, 0.0153, -0.0066
Si, 1.4187, 9.5582, 9.5503, -0.0134, -0.0168, -0.0124
Si, 4.1369, 6.8356, 9.5132, -0.0068, -0.0101, 0.0029
Si, 6.8601, 4.0972, 9.5536, -0.0242, -0.0037, -0.0169
Si, 9.5713, 1.3985, 9.5109, 0.0017, -0.0202, 0.0045
Si, 6.8262, 9.5295, 9.5061, 0.006, -0.001, -0.0085
Si, 9.5569, 6.8093, 9.5276, 0.0064, 0.0071, -0.0139
Si, 0.0738, 0.0789, 10.8806, 0.0045, 0.0036, -0.0133
Si, 2.7713, 2.757, 10.8749, 0.0019, 0.0017, -0.0147
Si, 0.0829, 5.4709, 10.8737, -0.0077, 0.0119, -0.0181
Si, 2.8357, 8.2256, 10.8942, 0.0139, 0.0039, -0.0111
Si, 5.533, 0.028, 10.8954, -0.0116, 0.0021, -0.007
Si, 8.256, 2.7525, 10.9142, -0.0134, 0.0261, -0.0111
Si, 5.529, 5.512, 10.8812, -0.0018, -0.0147, -0.0182
Si, 8.2169, 8.2087, 10.8719, -0.0013, -0.0056, -0.0201
Si, 1.4435, 1.4203, 12.2798, -0.0049, -0.0199, 0.0248
Si, 4.173, 4.1294, 12.1846, 0.0229, 0.0049, 0.007
Si, 1.4723, 6.8508, 12.1987, -0.0085, 0.0444, 0.0095
Si, 4.2069, 9.5826, 12.2951, -0.0156, -0.0214, 0.0184
Si, 6.9347, 1.3563, 12.2692, -0.0139, 0.016, 0.0231
Si, 9.6543, 4.1096, 12.267, 0.0036, 0.0019, 0.0113
Si, 6.8884, 6.875, 12.2746, -0.0086, -0.0072, 0.0182
Si, 9.5844, 9.6074, 12.1939, 0.0031, -0.0398, 0.0083
Si, 0.1244, 2.775, 13.693, -0.0025, 0.0278, -0.0227
Si, 2.8448, 0.0836, 13.6313, 0.0298, -0.0169, -0.0101
Si, 0.1223, 8.2888, 13.4762, 0.005, -0.0211, -0.052
Si, 2.8733, 5.5216, 13.5477, -0.0249, -0.0273, -0.0504
Si, 5.5483, 2.7678, 13.5204, 0.0126, -0.0039, -0.0617
Si, 8.3314, 0.033, 13.6961, 0.0093, 0.0308, -0.0585
Si, 5.6078, 8.2773, 13.697, 0.0002, 0.0108, -0.0226
Si, 8.3235, 5.5292, 13.573, 0.0034, 0.001, -0.0022
Si, 1.5517, 4.1723, 14.9481, 0.0083, 0.0207, 0.0101
Si, 4.2166, 1.457, 14.9677, 0.0344, 0.0028, -0.0054
Si, 1.4564, 9.6007, 14.9158, -0.003, -0.0278, -0.026
Si, 4.2198, 6.8826, 14.9525, 0.0225, 0.0099, 0.0165
Si, 6.9971, 4.0848, 14.8288, -0.009, -0.0105, -0.0158
Si, 9.7451, 1.3698, 15.1179, -0.0474, 0.0012, 0.0206
Si, 6.9955, 9.5878, 15.1484, -0.0075, -0.034, 0.0435
Si, 9.7134, 6.9423, 14.8536, 0.0139, 0.0173, -0.0041
Si, 0.0789, -0.2007, 16.5062, -0.066, 0.0006, -0.1181
Si, 3.1727, 3.1092, 16.2848, -0.0191, 0.0159, -0.1783
Si, 0.423, 5.8256, 16.1314, 0.0353, 0.02, -0.1743
Si, 2.5791, 8.0347, 16.2001, 0.0197, -0.0322, -0.1474
Si, 5.8097, 0.3939, 16.3208, 0.01, -0.0434, -0.16
Si, 8.0687, 2.5432, 16.2527, 0.0259, -0.0529, -0.1513
Si, 5.4659, 5.2572, 16.0849, -0.018, -0.0053, -0.1746
Si, 8.729, 8.4521, 16.3578, -0.0394, 0.0418, -0.1672
Si, -9.813, 5.7214, 34.9785, 0.0091, 0.0057, 0.1568
Si, -7.5696, 9.6834, 24.2656, -0.0661, -0.0467, -0.149
Si, 4.8206, 6.1805, 22.7429, -0.0376, 0.0258, -0.1885
Si, 1.7038, -12.9026, 21.5723, -0.0415, -0.0218, -0.1863
Si, 25.0799, 29.9912, 31.5285, -0.0088, -0.0236, 0.1241
Si, 9.5679, 15.2241, 18.3468, -0.0063, 0.0474, -0.1201
Si, 11.483, 4.2066, 20.6158, -0.0181, 0.0046, -0.1242
Si, 5.1631, 3.4601, 26.3525, -0.0007, 0.0006, -0.02
Si, 37.6505, -7.5307, 21.5033, -0.0339, 0.0409, -0.164
Si, 4.7444, 3.1339, 29.4657, 0.0273, 0.0684, 0.1006
Si, -4.0645, 6.7612, 24.7934, 0, -0.027, -0.0901
Si, 10.2843, 7.0455, 21.5196, 0.026, -0.0051, -0.1855
Si, 13.7236, 30.1617, 26.9883, 0.0106, 0.0213, -0.0224
Si, 10.4656, 45.2526, 21.6168, 0.0854, 0.0315, -0.1931
Si, 4.5668, 0.7747, 35.2976, -0.0201, 0.041, 0.1005
Si, 32.2577, 25.5907, 25.4545, -0.0119, -0.0033, -0.1122
Si, 26.2875, 9.3382, 18.1559, -0.0434, -0.0053, -0.1088
Si, 25.8746, 27.1007, 31.3473, -0.0172, 0.0195, 0.1456
Si, 12.5089, 31.3274, 29.3675, -0.0014, -0.0397, 0.1204
Si, 14.9588, 6.1041, 25.5705, 0.0346, 0.0329, -0.1225
Si, -15.6043, 9.4839, 25.0833, -0.0264, -0.0212, -0.0711
Si, 27.137, -22.8974, 28.0563, 0.0065, 0.0032, 0.0367
Si, 1.7683, 23.9087, 25.8813, -0.0334, -0.0196, -0.0726
Si, 21.4374, -9.8502, 24.3453, 0.0438, 0.019, -0.1308
Si, 3.1642, 1.0713, 28.4893, -0.0089, -0.022, 0.0398
Si, 18.6256, 33.7008, 24.7897, 0.069, 0.0254, -0.1171
Si, 7.9042, 14.0331, 26.8624, -0.008, -0.0048, -0.0278
Si, -4.6905, 29.6591, 34.9382, 0.0176, -0.0349, 0.1334
Si, 18.7574, 13.8948, 22.4582, 0.0271, 0.0358, -0.1312
Si, 5.5404, -0.9223, 32.9637, -0.0034, -0.024, 0.167
Si, 2.9059, 13.7225, 19.4135, -0.0729, -0.007, -0.1407
Si, 7.3162, 21.2082, 30.421, 0.0072, 0.0215, 0.1448
Si, 17.0062, 14.3338, 35.8258, -0.0171, 0.0134, 0.1473
Si, 21.7808, 12.6177, 32.9522, 0.0569, 0.049, 0.1254
Si, -7.9128, -2.9259, 35.3734, 0.0403, -0.0354, 0.0921
Si, 23.2696, 11.9659, 35.6911, 0.0291, -0.0063, 0.1425
Si, -1.7302, 5.5634, 23.7894, 0.0152, 0.0145, -0.1195
Si, 22.7025, 8.0967, 33.3526, 0.0488, -0.0394, 0.1081
Si, -2.4884, 17.8416, 19.1908, -0.0017, -0.0112, -0.1474
Si, -5.1308, 17.7562, 18.5141, -0.0028, 0.0151, -0.1111
Si, 11.9754, 22.1392, 19.5452, 0.0111, -0.0043, -0.1624
Si, 21.0772, -1.0005, 31.4596, 0.043, 0.0391, 0.1472
Si, 23.0341, 4.1814, 32.4272, -0.033, -0.0143, 0.114
Si, 14.8773, 18.6026, 20.4188, 0.0062, 0.0346, -0.1762
Si, 17.5157, 5.1319, 33.3465, -0.0086, -0.0171, 0.1798
Si, 9.2522, 25.7391, 32.1311, 0.0216, 0.0005, 0.1381
Si, 3.9385, 23.6844, 24.1047, 0.0045, -0.0006, -0.1304
Si, -3.2861, 2.457, 29.8918, 0.0216, 0.0159, 0.1278
O, -15.2317, 3.8845, -3.5233, 0.023, 0.0291, -0.1191
O, 11.4536, 1.2723, -3.4836, -0.0795, 0.01, -0.1118
O, 8.5936, 5.3669, -18.7943, -0.0234, -0.0147, 0.072
O, 5.5468, 4.735, -1.2367, 0.0354, -0.0344, -0.1041
O, 16.4827, 8.2373, -20.2333, 0.0382, -0.0001, -0.0405
O, 4.7702, -1.9116, -13.4474, 0.0321, 0.0016, 0.0116
O, 5.3383, 15.9227, -5.5147, -0.0486, -0.0029, -0.0909
O, 18.6632, 12.515, -11.5789, -0.0078, 0.0019, 0.067
O, -7.4236, 13.0446, -8.2202, -0.0327, -0.0233, -0.0056
O, 8.6669, -1.2982, -6.9014, -0.0304, -0.021, -0.0537
O, 9.7852, 20.494, -21.0469, -0.008, 0.0075, 0.0372
O, 4.0419, 28.4607, -0.1722, 0.011, 0.0166, -0.1074
O, 5.599, 28.3934, -12.0213, -0.0085, 0.0124, 0.0856
O, 1.9923, 8.8041, -3.5033, -0.0113, 0.0335, -0.0432
O, 9.2745, 6.7377, -0.596, 0.0308, -0.0301, -0.0746
O, 32.9056, 20.4002, -7.682, 0.0169, -0.0082, -0.0876
O, 1.5261, -0.9203, 20.4063, 0.0268, -0.0476, 0.0672
O, 13.3283, 7.6524, 20.7915, -0.0379, 0.0054, 0.0637
O, -6.34, 26.6438, 21.855, 0.0001, -0.0046, 0.0437
O, 17.1806, 6.1551, 23.3835, 0.0316, 0.0143, 0.0713
O, 13.9908, -1.9634, 17.4738, 0.0147, 0.0398, 0.066
O, 19.6034, 14.1199, 17.5688, -0.0045, -0.007, 0.0938
O, 8.5785, 15.2796, 22.845, -0.0076, 0.0057, 0.039
O, 15.2274, -6.6901, 16.5438, -0.0163, -0.0308, 0.093
O, 8.0912, 15.8734, 32.6386, 0.0591, 0.0213, -0.0746
O, 6.9133, 1.5079, 16.7883, 0.0131, 0.0221, 0.0586
O, 8.469, 7.6476, 17.7403, 0.0035, -0.0245, 0.1002
O, 12.3789, 6.9247, 16.735, -0.0146, -0.0307, 0.0381
O, -4.2079, 14.8895, 26.2358, 0.0076, 0.0398, 0.0019
O, -5.8535, -0.103, 17.6889, -0.0087, 0.0008, 0.0635
O, -6.34, 0.2474, 28.3155, 0.01, 0.0097, -0.0221
O, 46.0601, 31.0362, 22.924, 0.0757, 0.0368, 0.1622
O, 2.5451, 2.6021, 24.5382, 0.0169, 0.0062, 0.0141
O, 4.2137, 19.5286, 27.8249, 0.0373, -0.0127, 0.0247
O, 9.3381, 6.795, 22.786, -0.0505, -0.015, 0.1034
O, -18.8214, 6.879, 26.4245, -0.0186, -0.0016, 0.0351
O, 2.7524, 1.7318, 27.0713, 0.0259, 0.02, 0.0004
O, 32.3945, 8.9749, 32.7382, -0.046, 0.0405, -0.0483
O, 10.5508, 16.051, 17.3886, -0.0386, -0.0374, 0.0847
O, 17.0568, 27.488, 17.4886, 0.0353, 0.0301, 0.118
O, 4.7819, 18.3662, 21.7908, 0.0386, -0.0351, 0.1077
O, 4.0472, 4.5633, 26.0182, -0.0189, -0.0519, 0.045
O, 9.6445, -8.1231, 33.1768, -0.0314, 0.005, -0.0245
O, 21.8862, 11.6201, 22.8176, 0.001, -0.0301, 0.1099
O, -10.4373, 24.8487, 21.7569, -0.0041, -0.0281, 0.0971
O, -14.9106, 28.8932, 19.6619, -0.0074, -0.0066, 0.0913
O, -6.7783, 6.9101, 31.0593, 0.0169, -0.0006, -0.0629
O, 6.1659, -1.0924, 26.6654, 0.0078, 0.0131, 0.0428
O, 10.4759, 3.6611, 19.4685, 0.0233, -0.04, 0.0916
O, 13.6427, 2.7523, 17.8057, 0.0088, 0.0021, 0.1154
O, 6.3223, 32.281, 31.6762, 0.058, 0.0335, -0.1057
O, 33.4664, 11.0367, 17.9453, 0.0285, 0.0032, 0.1013
O, 20.1562, 25.6592, 26.4904, -0.0162, 0.0169, 0.0496
O, 15.2883, 2.3754, 22.6448, -0.024, -0.0413, 0.0974
O, 22.5911, 0.8561, 25.4681, 0.0237, -0.0207, 0.0591
O, 24.4087, 37.4715, 31.852, 0.0313, -0.0008, -0.0596
O, 15.2425, -4.2847, 19.2852, -0.0247, -0.0055, 0.0785
O, 2.5873, 20.2388, 25.6877, -0.0122, 0, 0.0583
O, 32.4008, 11.8208, 20.2111, -0.0521, 0.0182, 0.0893
O, 0.218, 16.5794, 21.1218, 0.0149, 0.0247, 0.0576
O, 21.3041, 11.4065, 31.9909, -0.013, -0.0667, -0.0786
O, 23.6704, 32.8458, 28.9155, -0.0035, 0.0374, -0.0456
O, -1.9895, 23.8124, 21.6928, -0.0758, -0.0018, 0.0289
O, -8.6123, 23.1915, 19.8453, 0.0013, -0.0038, 0.0742
O, 7.1124, 18.9191, 36.298, -0.0768, 0.0028, -0.1187
O, 4.2492, 19.9788, 32.5057, -0.0367, -0.0135, -0.0521
O, 6.5661, 17.3809, 34.209, 0.0044, -0.0122, -0.0625
O, 15.9268, 13.9203, 27.8917, 0.0196, -0.001, -0.0469
O, -6.492, -18.818, 20.0436, 0.0882, 0.0037, 0.0983
O, 22.6826, 3.439, 26.3038, 0.0072, 0.0324, 0.0509
O, 21.5805, -17.0509, 31.8434, -0.0165, 0.0407, -0.0445
O, 24.7368, 22.3336, 35.2546, 0.0438, -0.0041, -0.0236
O, 12.6923, -30.2374, 36.6034, 0.0029, 0.0056, -0.0948
O, 17.4198, 9.0682, 33.8871, 0.0059, 0.0595, -0.0754
O, 34.2809, 19.4846, 28.0481, -0.0249, -0.0163, -0.0373
O, 20.3061, 23.1278, 37.4307, -0.0161, 0.0077, -0.0782
O, 4.369, 37.2834, 29.927, 0.0215, -0.0369, -0.0908
O, 4.9973, 24.0317, 25.2849, 0.0193, 0.0045, 0.0357
O, -10.2209, 10.9094, 36.6265, 0.0386, -0.0019, -0.0873
O, 14.5211, 22.1215, 24.1124, 0.0125, 0.0213, 0.054
O, -8.3115, -2.3005, 36.8051, -0.0237, 0.0428, -0.093
O, 10.5438, 5.1385, 24.5301, 0.0214, -0.0315, 0.0684
O, 12.0896, 24.343, 32.216, 0.0114, -0.0122, -0.0295
O, 7.2234, 30.0945, 24.7488, 0.0218, 0.0236, 0.0219
O, 6.4536, -1.3356, 29.2583, -0.0297, -0.0392, -0.0805
O, 22.0198, 6.8513, 34.1417, -0.0393, 0.0537, -0.0764
O, 18.3143, 2.2752, 23.8096, -0.0287, -0.0351, 0.0866
O, -13.5785, 5.9743, 25.0202, -0.0027, -0.0027, 0.0601
O, -1.4424, 18.4529, 20.2337, 0.0501, 0.0199, 0.1126
O, 8.6484, 3.2159, 30.8417, -0.0485, -0.0475, -0.105
O, -4.8361, 13.5808, 30.3123, -0.0185, -0.0123, -0.017
O, 11.1825, 8.2736, 22.0123, -0.0177, 0.0122, 0.0481
O, -6.5051, 9.1704, 19.7645, -0.0237, 0.0018, 0.113
O, 2.0854, 15.0035, 19.9945, 0.0232, 0.0308, 0.0631
O, 25.5328, 6.2418, 23.9756, -0.0278, -0.0079, 0.1162
O, 12.1537, 4.436, 34.0381, 0.0064, -0.0519, -0.0791
O, 6.6057, 43.5234, 24.4057, -0.0173, 0.0059, 0.0021
O, 16.1555, -0.1818, 36.438, -0.0018, -0.0071, -0.1025
O, 15.8748, -8.5826, 35.6524, -0.0198, -0.0218, -0.0425
O, 7.4467, 2.9134, 36.584, -0.0143, 0.013, -0.093
O, -3.0366, 13.9729, 28.4503, 0.0068, 0.0251, -0.0678
O, 17.4838, 3.2523, 21.4949, 0.0588, -0.0076, 0.0284
O, -0.6943, 2.6177, 24.4023, -0.018, 0.0179, 0.0602
O, 13.7655, 20.0406, 30.3033, 0.0025, 0.0515, -0.085
O, -1.7238, 0.267, 24.6023, -0.043, -0.0448, 0.0489
O, 18.7211, 11.7498, 29.8778, 0.0075, 0.0011, -0.0536
O, 1.9304, 7.6353, 32.1678, 0.0144, 0.0001, -0.071
O, 15.4697, -2.8922, 35.1806, 0.0064, 0.0251, -0.052
O, 11.2112, -5.6042, 36.3419, 0.0265, -0.0236, -0.1236
O, 15.9844, 0.3586, 33.8385, 0.0251, -0.0181, -0.0849
O, 3.7868, 12.1291, 37.9104, -0.0098, -0.0366, -0.0884
O, 2.5222, 6.3927, 35.2883, 0.0066, -0.0079, -0.0379

Results
free energy: -161105.611 eV
free energy less fixed offsets of O -570.45, Si -639.56 eV per atom: -2.091 eV

The program warned: the cutoff lies below the one the program advises for these potential files; the forces do not sum to zero within the program's tolerance; empty levels may hold ghost states of the PAW files; the exchange-correlation potential is rough where the density is thin.
